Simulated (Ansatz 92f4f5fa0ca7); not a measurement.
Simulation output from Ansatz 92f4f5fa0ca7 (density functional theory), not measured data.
Periodic cell of 430 atoms, Si266O164, from a study of silicon, its oxide and their interface. The atomic structure is a simulated model.
Doubt: the cutoff is far below the 930 eV that the study's wrapper takes by default for these files, so forces and energies are approximate.
This geometry differs little from another in the collection (a relaxation step or a small displacement).

Settings: functional PBE; potential files Ansatz PAW; basis plane waves; wave-function cutoff 580 eV; density cutoff ratio 5; exchange-correlation grid ratio 1; k mesh 1 x 1 x 1, Gamma-centred; self-consistency stop 5e-08 eV per atom in the density residual; occupations fixed; spin none; net charge 0.

Cell vectors (angstrom)
a	15.4687	0	0
b	0	12.8259	0
c	0	0	37.4486

Atoms: element, x, y, z (angstrom)
Si	-0.0428	1.161	34.7348
Si	3.8815	1.1461	34.8294
Si	7.8048	1.1815	34.7734
Si	11.6435	1.1385	34.7556
Si	1.9222	7.5727	34.756
Si	5.8485	7.5967	34.6488
Si	9.6196	7.5927	34.8352
Si	13.5344	7.5965	34.7735
Si	1.9336	5.247	35.1817
Si	5.8008	5.247	35.1817
Si	9.6679	5.247	35.1817
Si	13.5351	5.247	35.1817
Si	0	11.6599	35.1817
Si	3.8672	11.6599	35.1817
Si	7.7343	11.6599	35.1817
Si	11.6015	11.6599	35.1817
Si	0	4.664	36.4184
Si	3.8672	4.664	36.4184
Si	7.7343	4.664	36.4184
Si	11.6015	4.664	36.4184
Si	1.9336	11.0769	36.4184
Si	5.8008	11.0769	36.4184
Si	9.6679	11.0769	36.4184
Si	13.5351	11.0769	36.4184
Si	0	2.332	36.8306
Si	3.8672	2.332	36.8306
Si	7.7343	2.332	36.8306
Si	11.6015	2.332	36.8306
Si	1.9336	8.745	36.8306
Si	5.8008	8.745	36.8306
Si	9.6679	8.745	36.8306
Si	13.5351	8.745	36.8306
Si	1.9336	1.749	0.6188
Si	5.8008	1.749	0.6188
Si	9.6679	1.749	0.6188
Si	13.5351	1.749	0.6188
Si	0	8.162	0.6188
Si	3.8672	8.162	0.6188
Si	7.7343	8.162	0.6188
Si	11.6015	8.162	0.6188
Si	0	5.83	1.031
Si	3.8672	5.83	1.031
Si	7.7343	5.83	1.031
Si	11.6015	5.83	1.031
Si	1.9336	12.2429	1.031
Si	5.8008	12.2429	1.031
Si	9.6679	12.2429	1.031
Si	13.5351	12.2429	1.031
Si	1.9336	5.247	2.2678
Si	5.8008	5.247	2.2678
Si	9.6679	5.247	2.2678
Si	13.5351	5.247	2.2678
Si	0	11.6599	2.2678
Si	3.8672	11.6599	2.2678
Si	7.7343	11.6599	2.2678
Si	11.6015	11.6599	2.2678
Si	1.9336	2.915	2.68
Si	5.8008	2.915	2.68
Si	9.6679	2.915	2.68
Si	13.5351	2.915	2.68
Si	0	9.328	2.68
Si	3.8672	9.328	2.68
Si	7.7343	9.328	2.68
Si	11.6015	9.328	2.68
Si	-3.793	-4.8786	22.0898
Si	5.7187	-5.3223	30.4095
Si	3.4959	-5.243	31.3132
Si	12.939	-2.9996	28.7068
Si	2.298	7.263	25.5319
Si	8.7544	9.3953	18.3145
Si	13.1906	4.453	25.2931
Si	9.5567	11.2915	31.785
Si	7.6441	2.0675	30.7082
Si	5.2356	7.5568	25.987
Si	13.5202	10.4273	31.9978
Si	19.3494	1.8652	30.6649
Si	3.9186	14.3756	28.3207
Si	-3.1314	7.4889	25.103
Si	2.0316	6.2058	28.6029
Si	15.0247	7.2316	31.2075
Si	-2.124	-0.3178	26.0189
Si	3.9443	4.1054	31.6147
Si	7.6742	6.1043	30.4478
Si	10.6131	-2.6296	28.3079
Si	-4.0256	14.0038	29.7871
Si	-1.4322	5.0534	30.6298
Si	13.5843	13.621	30.8808
Si	15.6406	4.4547	21.563
Si	1.8552	-1.5515	31.8362
Si	1.9342	0.8328	31.5282
Si	1.4586	-4.7511	30.0588
Si	15.588	3.5439	28.7087
Si	9.3243	1.4735	26.1278
Si	5.8658	11.1394	31.7208
Si	6.811	7.191	19.0798
Si	14.2011	11.4027	30.0075
Si	0.7782	4.8379	24.6012
Si	2.7282	2.6532	25.7988
Si	5.8173	0.7525	31.4923
Si	9.6363	0.8788	31.3274
Si	4.0647	5.7835	29.8718
Si	5.2338	10.0412	27.9352
Si	6.5693	9.7219	29.8373
Si	9.0305	9.7447	30.0407
Si	0.0047	3.8859	32.0419
Si	0.1222	2.0686	30.5756
Si	7.7664	4.1964	31.8416
Si	11.8587	4.9079	31.8028
Si	1.0558	10.5492	29.7292
Si	2.6067	11.4164	28.1303
Si	9.0788	7.7309	31.3191
Si	13.1346	8.4973	30.6829
Si	2.0491	4.0912	33.1148
Si	5.8095	4.0222	33.1401
Si	9.8147	4.1205	33.0345
Si	13.4865	3.9643	33.2608
Si	0.0583	10.4412	33.1943
Si	3.8679	10.5822	32.9936
Si	7.7225	10.6226	33.1167
Si	11.4694	10.5715	33.1131
Si	1.9554	1.7848	33.6544
Si	5.8191	1.7179	33.6365
Si	9.7619	1.7984	33.5165
Si	13.5045	1.592	33.3453
Si	-0.0201	8.0851	33.4739
Si	3.8342	8.239	33.5198
Si	7.8727	8.2651	33.3876
Si	11.5392	8.2703	33.7062
Si	0	2.332	3.9167
Si	3.8672	2.332	3.9167
Si	7.7343	2.332	3.9167
Si	11.6015	2.332	3.9167
Si	1.9336	8.745	3.9167
Si	5.8008	8.745	3.9167
Si	9.6679	8.745	3.9167
Si	13.5351	8.745	3.9167
Si	1.9505	6.3836	4.4293
Si	5.8457	6.4708	4.2154
Si	9.6309	6.3744	4.3314
Si	13.5616	6.3206	4.4494
Si	-0.0243	12.8263	4.3424
Si	3.8835	12.8443	4.4297
Si	7.6967	12.8532	4.2852
Si	11.5439	12.8623	4.2215
Si	0.0527	5.6617	5.8189
Si	4.0349	5.9455	5.5469
Si	7.6689	5.8534	5.5331
Si	11.5025	5.4546	5.3884
Si	1.8974	12.1388	5.5884
Si	5.8834	12.3334	5.6963
Si	9.6408	12.413	5.4921
Si	13.4121	12.4025	5.5226
Si	-0.0333	3.2954	6.0754
Si	4.6678	3.6483	5.6959
Si	7.0801	3.5373	5.8297
Si	11.4676	3.109	6.059
Si	1.8609	9.8027	6.046
Si	5.6788	10.0149	5.9885
Si	9.5403	10.0346	5.8841
Si	13.3784	10.1079	5.8732
Si	3.2025	-1.5111	9.083
Si	4.0634	5.3092	8.8336
Si	9.9477	1.3986	7.0521
Si	13.4583	2.8012	7.2887
Si	-1.0941	8.0777	8.5752
Si	3.811	9.4563	7.4219
Si	7.6446	9.5115	7.1739
Si	15.3227	5.9841	8.2583
Si	-7.2995	13.0382	12.8311
Si	3.3688	4.6337	18.7239
Si	7.2696	7.1995	7.4318
Si	4.2034	2.2821	9.8475
Si	2.1965	10.6778	11.2648
Si	1.8088	15.9684	9.9574
Si	6.7041	12.9801	7.9337
Si	17.1278	12.7882	7.8418
Si	6.9526	10.9472	11.0134
Si	8.5898	4.2585	13.7204
Si	15.0461	11.9143	8.5061
Si	8.097	11.0838	8.9089
Si	-3.6336	17.9805	10.6244
Si	5.7211	16.9593	10.2031
Si	9.9059	16.5761	10.8194
Si	15.2176	9.8463	7.2842
Si	-2.1876	0.4885	7.7644
Si	1.8742	5.5168	9.6745
Si	11.4126	9.7927	7.2127
Si	19.1854	3.2137	7.7311
Si	-4.067	9.2876	10.92
Si	7.8762	15.1222	7.6914
Si	8.0249	16.8125	9.3918
Si	11.26	5.7671	7.6488
Si	1.5211	2.3838	7.7289
Si	5.9234	5.183	12.2801
Si	9.1987	9.6266	15.2756
Si	9.4436	6.6875	18.5081
Si	2.5109	7.7403	11.9335
Si	8.989	6.0718	8.6769
Si	14.4924	6.0272	17.852
Si	11.1045	13.1675	8.8537
Si	4.0369	-3.5531	16.0247
Si	10.558	-1.944	9.1731
Si	4.7585	7.1348	7.5376
Si	13.6988	-4.1519	10.7359
Si	-4.7469	1.5681	17.813
Si	3.6245	3.6711	13.4194
Si	8.8323	7.9892	23.3526
Si	21.0702	8.2099	11.994
O	29.6128	6.1879	14.0754
O	-18.1407	10.9714	14.6899
O	15.4807	11.1367	14.8341
O	16.0545	-1.5325	18.5758
O	-5.5366	8.2548	18.5614
O	-7.5997	27.496	26.7125
O	18.5078	25.8221	28.1975
O	-2.1785	10.9263	25.598
O	-1.5193	-16.8647	14.6139
O	-3.0369	25.5521	27.3311
O	5.5832	8.9069	22.3025
O	21.8918	9.3865	11.2021
O	25.1244	12.7071	20.852
O	-5.0725	1.6712	16.2062
O	13.8242	-0.4338	17.7223
O	-1.0456	2.8514	15.2142
O	10.2269	10.6783	14.6416
O	8.6189	-9.8609	14.6895
O	-1.3591	20.2326	11.7118
O	5.554	-4.2149	13.5614
O	22.7526	8.6434	18.4437
O	5.5583	-11.2014	15.3984
O	-10.1382	31.8876	22.5088
O	0.4136	3.0524	20.7449
O	-1.9085	19.0488	19.1784
O	12.1869	9.2279	21.2479
O	4.8814	-4.1621	27.1214
O	1.3548	6.3635	24.5561
O	12.1291	16.9419	20.1122
O	3.8663	10.5174	28.69
O	10.058	8.0511	22.2902
O	1.7271	1.3476	25.7936
O	14.8561	2.0432	17.7309
O	2.6981	1.9165	21.3209
O	23.7091	-6.251	19.6358
O	8.1703	-7.1507	28.9134
O	-1.845	8.2022	25.8477
O	7.8432	1.2993	16.5988
O	-13.1219	3.4358	19.0921
O	16.1341	4.2496	23.0941
Si	14.0703	18.779	12.4604
Si	10.3275	8.0945	26.1441
Si	12.694	0.4059	12.4442
Si	22.2414	17.8446	26.132
Si	13.777	13.8591	18.4283
Si	8.0574	3.649	20.9209
Si	12.6589	-15.0744	20.5196
Si	7.6057	13.4953	24.0284
Si	21.7014	4.3792	18.4514
Si	-1.3177	-2.556	15.2557
Si	0.1502	14.3717	26.1389
Si	14.8838	11.5382	10.8284
Si	4.7191	1.3205	23.9164
Si	-5.0156	14.3386	10.8737
Si	14.7512	14.6442	14.0007
Si	11.3695	7.2194	31.6563
Si	8.9585	1.5567	15.4257
Si	1.5804	-0.2971	18.156
Si	16.8565	11.4314	22.5883
Si	6.7223	2.3974	27.6796
Si	-1.5536	9.6736	26.5046
Si	10.6477	7.1926	10.1077
Si	-4.519	-0.3369	28.0269
Si	6.3545	9.2882	23.6627
Si	-9.7233	-1.0597	25.3462
Si	13.2026	4.7153	8.7024
Si	11.5257	10.7845	13.6794
Si	-5.4511	-0.9408	19.4913
Si	-7.2907	0.4832	21.1729
Si	-2.5133	5.4766	20.5158
Si	-0.8264	-18.2627	15.063
Si	8.8019	6.7635	15.4376
Si	1.721	2.3076	20.0739
Si	-4.1505	16.2524	27.4876
Si	6.5591	8.6186	14.8155
Si	-1.933	14.6844	24.007
Si	20.4473	12.7953	9.565
Si	-1.2853	25.7766	21.51
Si	-3.4393	7.8329	8.2371
Si	20.7989	1.2361	13.835
Si	10.5954	4.1412	19.5763
Si	-0.9674	10.9719	18.1716
Si	-10.5126	-5.2547	21.639
Si	6.7372	18.3967	23.0441
Si	16.173	-9.1993	11.9519
Si	2.2162	20.0799	14.3644
Si	16.9279	6.5764	19.6549
Si	5.7	-0.0144	19.3574
Si	3.1869	11.6672	14.0575
Si	3.9091	10.6518	18.7164
Si	3.6832	0.7133	21.8502
Si	2.4607	17.2715	15.8612
Si	15.0419	3.2635	16.6605
Si	9.2141	18.5013	27.6673
Si	2.4191	-3.8078	20.9267
Si	1.1282	25.1776	15.0007
Si	1.3844	10.2629	25.5409
Si	21.7793	1.8308	16.818
O	30.4498	14.8988	24.7339
O	23.853	5.12	26.3683
O	20.1535	0.3805	20.5868
O	34.0562	-14.6894	12.5803
O	35.5241	15.2545	12.9731
O	12.3981	18.6756	25.0599
O	-0.6844	17.6486	25.3266
O	1.123	-9.1353	16.3984
O	21.7614	3.444	17.1199
O	-0.0301	15.4572	27.3524
O	13.8436	12.6361	11.4465
O	-5.0455	2.6359	26.367
O	9.751	8.077	15.1446
O	-2.7971	5.191	12.08
O	12.7776	26.2992	24.8226
O	-9.8345	7.4342	20.16
O	6.325	-6.0871	11.8839
O	28.174	16.6463	26.7217
O	18.8866	-2.8169	20.1182
O	22.8592	3.8366	19.4495
O	10.0541	0.1552	18.2846
O	6.3322	27.3699	23.8624
O	-12.1633	15.5463	27.3322
O	4.8269	16.9871	19.2464
O	21.6772	8.1604	24.8355
O	3.3631	17.7213	17.1224
O	-3.5992	1.6079	11.7324
O	6.166	16.599	26.9988
O	9.0398	14.1373	24.5096
O	-11.5871	2.5298	24.6511
O	3.2835	20.8279	15.3611
O	14.0787	4.893	21.5389
O	13.8661	-2.5821	19.4756
O	16.8735	8.1751	19.9568
O	7.0423	-8.2645	13.2974
O	30.5855	2.5749	12.6047
O	8.9335	0.3642	14.291
O	-3.9861	-1.6018	19.6149
O	-2.0708	0.954	13.7948
O	1.8636	16.8138	25.4721
O	5.7144	24.8583	10.8849
O	-9.1714	5.9856	18.0721
O	-2.3264	-1.1324	21.6158
O	-14.3409	-1.6651	24.1923
O	8.9358	10.6706	19.2977
O	7.255	19.9896	15.0773
O	7.4287	2.579	29.1321
O	0.9595	5.7264	20.9406
O	-7.5504	19.5159	22.9998
O	21.1027	36.2736	24.2027
O	-18.8969	6.5693	21.3018
O	-6.1523	20.7128	24.8903
O	2.1447	-9.1466	12.7372
O	3.0906	12.0009	18.3336
O	0.0555	-2.8949	26.4316
O	-5.6502	0.13	26.9014
O	-1.0565	10.0427	11.3138
O	-9.8411	1.0132	18.0696
O	1.9476	6.5143	11.0153
O	7.9411	9.3695	23.2698
O	17.6673	5.6685	14.8176
O	19.1209	9.5062	17.5904
O	26.034	18.3974	18.7761
O	17.4698	6.8561	27.0918
O	22.2024	13.8072	13.0378
O	19.5394	-4.7826	11.4997
O	3.3733	16.2365	15.0034
O	-12.1215	-4.9679	21.6414
O	17.5043	8.8212	25.1569
O	-5.3052	-9.9452	18.6284
O	14.1158	13.6012	20.0081
O	17.1899	-3.721	11.4214
O	9.5843	17.0362	20.8524
O	21.1129	-3.8097	16.0865
O	23.2187	-12.9546	22.6192
O	20.8924	11.2582	18.8818
O	6.4992	4.9277	24.5243
O	-1.2579	4.4298	29.0715
O	7.232	12.4056	25.1872
O	-6.2202	-7.3026	14.5064
O	-6.5686	32.0133	17.0018
O	1.2722	4.7339	28.5819
O	-2.6416	3.334	24.1194
O	16.0397	0.8804	14.2922
O	-6.3361	13.6956	11.6751
O	19.7946	-0.0225	13.8647
O	-3.9385	-0.6843	12.7803
O	19.1736	-15.0375	15.1842
O	4.5962	12.8634	24.9716
O	-18.6274	14.4533	18.1214
O	-4.0789	-16.0789	12.5881
O	17.8517	-1.7625	26.5449
O	13.7278	-11.4676	22.4804
O	-4.9666	17.5693	27.9685
O	40.421	16.827	12.4059
O	9.7998	19.9878	27.3871
O	29.7072	4.5225	17.2899
O	-15.5907	17.8753	11.9691
O	-1.2567	7.0353	16.6039
O	-7.727	22.5391	14.5426
O	7.2024	-12.7856	19.9604
O	6.0218	6.3436	26.7199
O	27.8571	-4.8216	23.549
O	16.2124	-5.076	14.8688
O	1.5122	9.9383	21.9215
O	5.6447	11.1907	26.8523
O	11.5768	2.5694	28.841
O	7.1611	17.2004	22.0478
O	1.4161	0.9762	19.1707
O	-5.1856	22.4395	26.762
O	20.9517	14.1602	27.8311
O	2.9843	6.0689	19.3886
O	14.2661	10.0309	16.8715
O	4.4447	-7.7725	13.0257
O	14.8701	0.1291	26.4669
O	-12.6877	-0.5956	22.2804
O	-6.517	10.0186	16.8295
O	15.6477	12.3583	21.964
O	0.9232	11.7187	11.4537
O	16.8078	12.8249	16.5722
O	19.3539	6.9916	25.2713
O	8.1574	2.0878	21.3243
O	0.5745	-6.5792	18.3222
O	7.8598	-1.3187	12.2941

Results
free energy: -262362.121 eV
free energy less fixed offsets of O -568.88, Si -635.61 eV per atom: 6.459 eV

Forces (eV/angstrom), in the order of the atoms: element, x, y, z
Si	-0.0138	0.0929	-0.0582
Si	0.0083	-0.0288	-0.0527
Si	-0.0198	-0.0101	-0.0098
Si	0.0174	-0.1295	-0.0224
Si	0.0045	-0.0619	0.0644
Si	0.0595	-0.0068	-0.0557
Si	0.0352	-0.0725	-0.098
Si	0.0349	0.113	-0.0427
Si	0.3122	0.1951	-0.0849
Si	-0.0756	0.2343	-0.4164
Si	0.2229	0.161	-0.4065
Si	0.0127	-0.1054	0.5522
Si	-0.0186	-0.0617	0.3453
Si	0.0499	-0.1646	-0.3334
Si	0.107	0.3777	0.3333
Si	-0.2231	0.1721	0.1919
Si	-0.0406	0.0389	-0.0285
Si	-0.1095	0.0453	-0.0436
Si	-0.0441	-0.1528	-0.1469
Si	0.0474	0.0368	0.0644
Si	-0.0064	-0.0807	-0.0559
Si	-0.0543	-0.0076	-0.045
Si	-0.0004	-0.0448	-0.0247
Si	0.0365	-0.037	-0.102
Si	-0.2693	-0.1111	-0.1642
Si	0.1294	0.0402	0.3188
Si	0.07	-0.021	0.0242
Si	0.159	0.0166	-0.1773
Si	-0.1725	-0.0104	-0.0558
Si	0.199	-0.0864	-0.5415
Si	-0.1365	0.1774	0.5393
Si	0.1032	-0.0543	0.1753
Si	0.0594	-0.0429	-0.0089
Si	-0.0149	0.1508	-0.0292
Si	-0.0492	0.0046	0.0012
Si	0.0165	0.0201	0.0294
Si	-0.0147	0.0047	0.0207
Si	-0.0968	-0.1001	-0.1484
Si	-0.0301	0.0112	0.0097
Si	-0.0391	-0.0216	0.0056
Si	0.0663	0.0649	0.081
Si	0.0412	0.0142	0.0549
Si	0.0679	0.013	-0.0734
Si	-0.0772	0.1	0.0897
Si	0.0463	0.058	0.0875
Si	-0.0059	-0.0035	-0.0113
Si	-0.0082	-0.0499	-0.0252
Si	-0.0702	-0.0595	-0.0264
Si	-0.0413	0.0205	0.485
Si	-0.0156	-0.1875	-0.6116
Si	-0.217	0.0085	-0.2
Si	0.2181	0.0338	0.3706
Si	-0.1641	0.0104	0.1265
Si	0.1133	0.1964	0.5175
Si	-0.0133	-0.0499	-0.1906
Si	0.032	-0.3057	-0.4558
Si	-0.031	0.2067	0.1629
Si	0.0843	-0.3291	-0.4341
Si	0.1353	0.1798	0.1677
Si	-0.065	0.0797	0.0949
Si	0.0636	-0.1111	0.063
Si	0.1088	0.0443	0.077
Si	-0.048	0.0562	-0.0075
Si	0.0238	-0.1717	-0.1327
Si	-0.0868	-0.0452	-0.0292
Si	0.0579	0.083	0.0066
Si	0.0777	-0.1941	0.1662
Si	0.2908	-0.064	0.2286
Si	-0.0095	-0.1917	0.1376
Si	0.0631	0.0794	-0.2371
Si	0.1618	-0.1833	-0.0539
Si	0.1498	0.0071	0.0518
Si	-0.006	0.0203	-0.1497
Si	-0.0567	-0.0023	-0.023
Si	-0.1503	-0.1009	0.0063
Si	0.1255	-0.0385	-0.0762
Si	-0.0411	0.0583	0.4639
Si	0.0434	-0.0241	0.0877
Si	0.1966	0.2293	0.107
Si	-0.2025	0.2491	0.2865
Si	-0.1886	-0.0019	-0.0406
Si	0.2025	-0.0433	-0.0634
Si	0.0171	0.0371	0.0281
Si	-0.0231	0.0565	-0.0802
Si	0.0511	0.2391	-0.041
Si	0.0663	-0.3285	-0.2386
Si	0.1959	0.1846	-0.0176
Si	0.0303	0.0579	0.1209
Si	-0.0093	-0.0602	0.0239
Si	-0.0569	-0.0172	-0.0484
Si	0.0473	0.1414	-0.3135
Si	-0.1178	0.1333	0.2995
Si	-0.0291	0.0043	-0.1337
Si	-0.0261	-0.1575	-0.0014
Si	0.0003	0.0148	0.016
Si	0.0515	0.2217	-0.0387
Si	0.0529	-0.0276	0.0485
Si	-0.0334	-0.0205	-0.0233
Si	-0.1125	0.0123	-0.0742
Si	-0.083	-0.0379	0.0886
Si	-0.1735	-0.0733	-0.0477
Si	0.3769	0.0355	0.1628
Si	0.0629	-0.0135	-0.1212
Si	-0.2707	-0.1219	0.1113
Si	-0.118	-0.13	0.0473
Si	0.0341	-0.0372	0.1491
Si	0.0118	-0.1268	0.089
Si	0.2676	0.1624	0.2105
Si	-0.2854	-0.1326	0.1339
Si	-0.1911	0.034	0.1672
Si	0.1257	0.0437	0.0399
Si	-0.0184	0.0609	0.0078
Si	0.0896	0.1073	-0.0927
Si	-0.07	0.0052	0.0354
Si	-0.0524	-0.0098	-0.1548
Si	0.0814	-0.0816	0.0793
Si	-0.0518	-0.0829	-0.1101
Si	0.0151	0.0629	-0.0213
Si	-0.0336	0.0316	-0.1296
Si	0.0231	0.1665	-0.1367
Si	-0.0329	0.0523	-0.1004
Si	0.0225	0.0312	0.095
Si	-0.115	-0.055	0
Si	-0.108	-0.1677	0.0058
Si	0.0546	-0.1461	-0.0561
Si	-0.1309	-0.077	0.0304
Si	-0.0768	-0.0604	0.0848
Si	0.0788	0.0311	0.0491
Si	0.184	-0.3273	0.0902
Si	0.2048	-0.0263	-0.1594
Si	-0.3214	0.2347	-0.4304
Si	-0.0426	-0.3398	-0.8419
Si	-0.2411	-0.5146	0.4367
Si	-0.0329	0.8355	0.071
Si	-0.0223	-0.0253	-0.0925
Si	-0.4081	-0.3304	0.5151
Si	0.0193	0.0077	0.023
Si	-0.0214	-0.0362	0.0158
Si	0.032	0.0295	-0.0005
Si	0.0803	-0.087	0.0029
Si	0.0058	0.0688	0.0467
Si	-0.0048	-0.0196	0.102
Si	0.0159	0.0084	0.0499
Si	0.0943	0.0095	-0.076
Si	-0.0025	0.0883	0.0356
Si	-0.018	0.0502	-0.1775
Si	-0.0212	0.0314	-0.0215
Si	-0.1164	-0.0532	0.2081
Si	0.0361	-0.0578	-0.0386
Si	-0.0835	0.0127	-0.0438
Si	-0.0321	-0.0016	-0.0444
Si	-0.0223	-0.0433	-0.0557
Si	-0.0277	-0.1156	0.1898
Si	0.0988	0.0084	0.0573
Si	-0.0362	0.0006	0.117
Si	-0.0234	-0.2564	-0.0229
Si	-0.1264	0.0569	-0.0113
Si	0.0006	-0.067	-0.033
Si	0.0208	0.0423	0.0564
Si	-0.1405	0.1885	-0.0451
Si	-0.1041	-0.1902	-0.1967
Si	0.1202	0.2029	0.0066
Si	0.0178	0.0128	0.0169
Si	-0.0344	0.1584	0.0365
Si	-0.071	0.1491	0.2562
Si	-0.001	0.1538	-0.0368
Si	-0.0156	0.002	0.0159
Si	-0.1301	0.0023	-0.2295
Si	0.1669	0.0423	0.0801
Si	0.0398	0.0371	0.0392
Si	0.1053	0.1098	0.0052
Si	0.0361	-0.0059	-0.1374
Si	0.0956	0.2952	-0.1564
Si	-0.1764	-0.0193	0.0566
Si	0.2938	0.0769	-0.182
Si	0.0363	0.0984	0.0572
Si	0.3049	0.2208	-0.2886
Si	0.0438	0.0184	-0.1696
Si	-0.0585	-0.0458	0.0475
Si	-0.0233	-0.1494	-0.1071
Si	0.2779	0.0424	0.0927
Si	-0.0868	0.1192	0.0497
Si	-0.3146	-0.2721	0.289
Si	0.1092	0.0143	0.0452
Si	-0.0617	-0.1479	0.0381
Si	0.389	0.0478	-0.1977
Si	0.0033	-0.069	0.0399
Si	-0.0562	-0.1453	0.053
Si	-0.2692	-0.3551	0.2811
Si	-0.098	-0.0034	0.0877
Si	-0.2188	0.0299	-0.2
Si	-0.0333	0.1999	-0.5
Si	0.1553	0.1342	0.0557
Si	0.0636	-0.458	-0.42
Si	0.0837	-0.1329	0.034
Si	0.034	0.0605	-0.1699
Si	-0.1243	-0.1002	-0.1211
Si	0.1167	0.0554	0.0168
Si	0.0084	-0.0606	0.0173
Si	0.0862	0.1566	0.1119
Si	0.1583	0.0559	0.1176
Si	-0.1111	0.1138	-0.178
Si	0.0447	-0.0555	0.1002
Si	0.3375	-0.1008	-0.2253
Si	-0.0316	-0.0216	-0.1056
Si	-0.0241	0.0058	-0.1553
Si	-0.1364	0.0983	-0.1541
Si	0.2922	-0.0735	0.0406
O	0.1277	-0.0503	0.0675
O	0.1245	0.0468	0.0052
O	0.0664	0.0191	-0.0127
O	0.0262	0.0064	0.0208
O	-0.0189	-0.0481	0.0869
O	-0.0592	0.0092	-0.0962
O	-0.0568	-0.0802	-0.1455
O	-0.0213	-0.0668	0.0243
O	0.0884	-0.0371	0.0411
O	0.0625	0.0327	-0.0998
O	0.009	0.0169	0.0061
O	-0.1043	-0.0303	0.1188
O	-0.0097	-0.0002	-0.0274
O	0.0024	-0.0208	0.0805
O	-0.0034	-0.0077	-0.0183
O	0.0341	-0.0267	0.0174
O	0.0372	0.0673	-0.0108
O	-0.0011	0.0044	0.0334
O	0.0245	-0.08	0.1983
O	-0.2221	0.0284	-0.1386
O	-0.0307	-0.0545	0.045
O	-0.0455	-0.0526	-0.0668
O	0.0022	0.0043	-0.0479
O	0.0504	-0.0777	-0.0925
O	-0.0186	0.037	0.0085
O	0.0204	-0.0669	0.019
O	0.0026	-0.1025	-0.0766
O	-0.0247	0.0944	-0.0026
O	-0.0291	0.0093	0.0278
O	-0.1791	0.0378	0.0297
O	0.0532	-0.0066	-0.0318
O	0.0101	-0.0487	-0.0215
O	0.0418	-0.0139	0.0055
O	0.0201	-0.0136	-0.0065
O	-0.0383	0.0079	0.0114
O	-0.0095	0.1114	0.0348
O	-0.0645	-0.1753	-0.1834
O	-0.0358	-0.0189	0.0252
O	0.0173	-0.0612	-0.0083
O	-0.0213	-0.0185	-0.0809
Si	-0.2782	0.0338	-0.2209
Si	0.0485	-0.1045	-0.0879
Si	-0.0457	-0.0578	-0.0573
Si	-0.1626	0.0258	-0.0353
Si	-0.0457	0.0077	0.0412
Si	-0.0578	0.0605	0.0173
Si	0.0092	0.1036	-0.0225
Si	0.0249	0.0332	0.1261
Si	0.0085	0.0023	-0.0144
Si	-0.1256	-0.0564	-0.0603
Si	0.0649	0.0719	-0.0378
Si	-0.1724	0.0099	-0.2992
Si	0.1897	-0.0279	0.3625
Si	0.1199	-0.0398	-0.4465
Si	0.0646	0.1847	-0.1696
Si	-0.0323	-0.0189	-0.1025
Si	-0.0096	0.0486	-0.0599
Si	-0.019	-0.0705	-0.0475
Si	-0.02	-0.0112	0.0474
Si	-0.015	-0.1734	0.2386
Si	-0.0009	0.1958	0.1758
Si	0.0035	0.3326	0.0246
Si	-0.1689	-0.0014	-0.1848
Si	-0.0359	0.081	-0.0238
Si	0.1016	-0.0813	0.0825
Si	0.0102	-0.1324	-0.007
Si	-0.0973	-0.0813	-0.0247
Si	-0.0237	0.0405	0.0059
Si	-0.0258	-0.0593	0.1632
Si	0.0861	-0.0717	-0.0384
Si	-0.2915	0.0597	0.0237
Si	0.1131	0.1275	-0.1445
Si	-0.0836	0.0887	0.015
Si	-0.0674	-0.1295	-0.1939
Si	0.4743	-0.0318	0.214
Si	-0.0166	-0.0479	0.0289
Si	-0.015	-0.0115	0.3723
Si	-0.1044	0.1169	0.1113
Si	-0.1047	0.0432	-0.0414
Si	0.0018	0.1963	-0.002
Si	0.0414	-0.0394	-0.0182
Si	-0.0604	0.0741	-0.0277
Si	0.0701	-0.0355	0.0895
Si	-0.1072	0.1031	0.0577
Si	0.0251	-0.448	-0.3686
Si	-0.1307	-0.1363	0.3653
Si	-0.0671	-0.0864	0.0671
Si	-0.0034	0.0355	-0.0177
Si	-0.0328	0.1396	-0.0474
Si	0.0145	-0.033	0.0955
Si	0.0664	0.0129	-0.1417
Si	0.0019	-0.1315	0.1622
Si	-0.0562	0.0641	-0.0424
Si	-0.279	-0.1621	0.128
Si	0.032	-0.0506	0.0105
Si	-0.101	0.0453	0.0902
Si	-0.0361	-0.139	0.0707
Si	0.1638	-0.0009	0.0288
O	0.0655	0.0157	0.0588
O	0.1815	0.0365	0.0256
O	0.0058	-0.0114	-0.009
O	0.1848	-0.1197	0.1046
O	0.0556	-0.2078	0.0951
O	-0.0692	0.1813	-0.0587
O	-0.124	0.0327	0.0503
O	0.0506	0.0416	-0.0177
O	-0.0192	-0.0034	-0.0053
O	-0.038	0.0021	-0.1827
O	-0.0347	0.03	0.0855
O	0.0896	0.1013	0.0632
O	-0.0719	-0.0156	0.0531
O	-0.0901	-0.0001	-0.0317
O	0.0446	-0.0296	0.0244
O	0.0305	0.0032	-0.0747
O	-0.0192	0.2809	0.0715
O	0.0217	0.0449	0.0828
O	0.0192	0.0387	-0.0527
O	0.0145	-0.006	-0.0372
O	0.0173	-0.0159	0.0129
O	-0.0738	-0.0768	-0.0229
O	0.0003	0.0084	-0.1229
O	-0.0509	-0.0097	0.0042
O	0.0622	-0.0294	0.0228
O	-0.0064	0.0305	0.0037
O	0.0707	-0.0378	0.2087
O	0.0065	0.0764	-0.0602
O	-0.0589	-0.0057	0.0804
O	0.0183	-0.0799	-0.0584
O	-0.0803	-0.0405	-0.1056
O	-0.0401	0.0282	-0.0344
O	0.018	-0.033	0.0047
O	-0.0017	0.0293	-0.0271
O	0.0265	0.0763	0.1085
O	-0.1576	-0.0676	0.35
O	-0.0801	-0.0421	-0.1029
O	0.0078	-0.0373	-0.0101
O	-0.0391	-0.0652	0.0363
O	0.0072	0.0167	0.0394
O	-0.1307	0.0215	-0.0915
O	0.0148	0.0144	0.0331
O	-0.0152	-0.0639	-0.0115
O	0.0132	0.0117	-0.0374
O	0.0117	0.0219	0.088
O	-0.138	0.0498	-0.0149
O	-0.0058	0.0294	0.0739
O	0.0251	0.0251	-0.0252
O	0.103	0.0196	0.0209
O	-0.0606	-0.0252	-0.0779
O	-0.0403	0.0677	0.0673
O	-0.0246	-0.0335	0.1455
O	0.112	0.1794	0.2389
O	0.0226	0.0515	0.0183
O	-0.0246	-0.0455	0.0404
O	0.1139	-0.0499	0.1264
O	-0.0064	0.2341	0.1242
O	-0.0398	-0.0341	0.0286
O	-0.0746	0.1237	0.1437
O	0.0324	-0.0933	0.0348
O	-0.0563	0.159	-0.0744
O	-0.0079	-0.0354	-0.0531
O	0.0239	-0.0119	0.0354
O	0.0032	0.01	-0.1406
O	-0.1092	-0.0126	-0.0248
O	0.0643	0.046	-0.1312
O	0.0135	0.0118	0.0383
O	-0.0551	0.0256	-0.01
O	-0.0171	0.1042	-0.038
O	-0.0036	0.0263	0.0291
O	0.0536	-0.007	0.0098
O	-0.0433	-0.0734	0.0069
O	0.0306	-0.0233	0.0106
O	-0.0994	0.0154	-0.0439
O	-0.0059	0.0108	-0.1289
O	-0.0499	-0.0055	-0.0294
O	0.0392	-0.0216	0.0849
O	0.1153	0.1488	-0.1044
O	-0.0116	0.0446	-0.0387
O	0.0117	0.0227	0.0632
O	-0.0239	-0.0643	0.0821
O	-0.1154	-0.1193	-0.0679
O	0.0016	0.0423	0.0487
O	-0.0015	-0.0739	0.0466
O	0.0427	0.0359	-0.0506
O	0.0388	-0.0971	-0.0085
O	0.0757	0.0599	0.0477
O	0.0241	-0.0117	-0.0201
O	0.0309	0.0392	-0.0799
O	0.0457	-0.0184	0.0173
O	0.092	0.1164	-0.0421
O	-0.0502	0.0637	-0.0982
O	-0.0046	-0.0236	-0.0555
O	0.036	0.0534	0.0522
O	0.1112	0.1136	0.0886
O	0.0512	0.1784	-0.0087
O	0.0193	-0.0175	-0.0149
O	0.0543	0.1037	0.1319
O	0.0559	0.0258	-0.0473
O	-0.1354	-0.0456	-0.01
O	0.0099	-0.0331	-0.0339
O	0.0551	-0.0268	0.002
O	0.0255	-0.0193	0.0767
O	0.1854	0.0085	-0.0535
O	-0.0203	-0.0185	-0.0336
O	0.0126	0.0802	-0.1852
O	-0.0029	-0.2455	0.2842
O	0.0393	-0.0813	-0.0463
O	-0.0263	-0.0032	-0.0218
O	-0.0036	-0.0231	-0.0081
O	0.0465	0.0562	-0.1222
O	0.0116	-0.0448	-0.0431
O	0.0212	-0.0047	-0.003
O	-0.1586	0.0492	0.1966
O	0.024	0.0043	0.0158
O	-0.0077	0.0459	0.0448
O	-0.0289	-0.0324	0.0814
O	0.0617	-0.042	-0.0157
O	0.1087	-0.1075	0.074
O	0.0082	0.0028	-0.0079
O	-0.0055	0.0262	0.0175
O	0.0191	0.0255	-0.0286
O	0.0298	0.0271	-0.0189
O	-0.0997	-0.1076	0.066

The program warned: the cutoff lies below the one the program advises for these potential files; the exchange-correlation potential is rough where the density is thin.
